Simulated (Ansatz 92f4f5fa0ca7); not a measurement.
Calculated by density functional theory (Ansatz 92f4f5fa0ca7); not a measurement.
Periodic cell of 157 atoms, Si96O55N6, from a study of silicon, its oxide and their interface. The atomic structure is a simulated model.

Settings: functional r2SCAN; potential files Ansatz norm-conserving; basis plane waves; wave-function cutoff 1300 eV; density cutoff ratio 4; exchange-correlation grid ratio 1; k mesh 2 x 2 x 1, shifted by 0.5 0.5 0.5 of a step; self-consistency stop 5e-08 eV per atom in the density residual; occupations Fermi-Dirac, 0.05 eV; spin none; net charge 0.

Cell vectors (angstrom)
a 10.88 0 0
b 0 10.88 0
c 0 0 22.8122

Atoms and the computed forces on them: element, x, y, z (angstrom), force x, y, z (eV/angstrom)
Si 0.2575 -0.2433 -0.2152 -1.3615 0.6459 2.4818
Si 2.6422 3.0261 0.0448 0.8088 0.3186 1.2466
Si -0.3715 5.941 -0.0695 0.666 -0.5285 1.1957
Si 2.0992 8.285 -0.2829 1.0324 0.4728 1.7635
Si 4.6882 0.7823 -0.0172 1.9748 -0.8008 -0.6786
Si 7.86 3.056 -0.2415 -1.0759 1.0186 1.1023
Si 5.7702 5.4291 0.0035 -1.0565 -0.7844 0.7853
Si 8.234 8.0099 0.6598 -0.7028 -2.0628 0.2465
Si 1.3777 1.3659 1.2833 1.1669 -1.1575 -0.9918
Si 4.037 4.2711 1.5296 1.3456 -0.7638 -1.654
Si 1.3427 6.8233 1.4939 -1.3692 1.0029 -1.4563
Si 4.0073 9.4827 1.0782 -2.0123 1.5612 -0.5246
Si 6.6869 1.5821 1.1928 -0.2895 -0.8849 0.3505
Si 9.5469 4.0214 1.2168 -1.0743 1.0446 -1.2455
Si 6.686 6.5807 1.7692 0.326 1.8174 -0.1018
Si 9.5264 9.7026 1.4807 0.9799 -0.2897 -0.2941
Si -0.0334 2.6602 2.48 -0.0246 0.126 1.204
Si 2.7782 -0.0254 2.7445 -0.4709 -0.3217 -0.5747
Si -0.014 8.2006 2.8533 -0.1515 0.0623 -0.9424
Si 2.6625 5.4906 2.7913 0.1494 0.5765 0.7575
Si 5.4873 2.7684 2.7436 -0.6538 0.745 0.8868
Si 8.0515 0.0759 2.7778 -0.2349 0.426 -0.5949
Si 5.1922 8.2139 2.6735 1.1773 -0.4987 0.3195
Si 8.2075 5.3165 2.9106 0.4684 -0.8473 -0.3511
Si 1.2985 4.0369 3.9615 -0.017 -0.3669 0.7914
Si 4.02 1.4053 4.1336 1.2686 -0.7413 -0.2836
Si 1.383 9.4471 4.1457 0.824 0.8698 0.3888
Si 3.9936 6.8758 4.1707 0.1904 -0.5536 -0.4009
Si 6.8087 4.0285 4.2779 0.3093 -0.3835 0.0116
Si 9.6198 1.3881 4.0163 -1.2022 -0.0935 0.4447
Si 6.7023 9.4875 4.1075 -0.2436 0.0385 -0.1524
Si 9.6461 6.718 4.1049 -0.9812 -0.0714 0.4753
Si 0.0122 -0.019 5.4174 0.719 0.4936 -0.1006
Si 2.7038 2.7219 5.4716 -0.841 0.1069 -0.7387
Si 0.0511 5.3744 5.513 0.3721 0.0612 -0.862
Si 2.7987 8.1515 5.5862 -0.6029 0.8433 0.3305
Si 5.3854 -0.0286 5.5744 0.533 0.5205 -0.3597
Si 8.252 2.6016 5.5947 -0.0017 0.593 -0.7961
Si 5.3785 5.4701 5.5167 0.3369 -0.474 -0.4132
Si 8.0984 7.9666 5.3904 0.2219 0.4863 0.2153
Si 1.4197 1.3355 6.8423 -0.2285 -0.5653 0.5591
Si 4.088 3.9802 6.7735 0.3596 0.658 1.3241
Si 1.3727 6.7971 6.8039 0.6693 -0.5787 0.8726
Si 4.2012 9.4543 7.0285 -1.2794 1.021 -0.6353
Si 6.9036 1.2816 6.9525 -0.1465 -1.2318 0.3297
Si 9.642 4.0312 6.8278 -1.3466 -0.0284 0.8034
Si 6.7715 6.6768 6.9339 0.2877 0.7399 -0.4694
Si 9.5645 9.4464 6.6355 -1.0202 -0.394 0.4735
Si 0.0266 2.665 8.2236 0.2079 0.066 0.5545
Si 2.7784 0.0016 8.3988 0.5619 0.293 -0.9224
Si -0.0449 8.1461 8.076 1.2154 0.5676 0.4435
Si 2.8154 5.4247 8.2562 -0.4758 -0.8558 -1.1384
Si 5.4445 2.5716 8.2912 0.4014 1.8752 -0.7429
Si 8.3105 -0.2907 8.2567 -0.5101 1.2042 -0.8962
Si 5.5647 8.1639 8.2681 0.3369 -0.8141 0.7367
Si 8.1826 5.3951 8.2573 0.361 -2.0278 -0.5249
Si 1.4844 4.0142 9.6213 0.6737 -0.1687 0.9545
Si 4.1844 1.4155 9.7623 -0.8649 -1.1046 0.2689
Si 1.5769 9.3908 9.6774 -1.0093 0.5298 0.0606
Si 4.2006 6.7075 9.5509 1.0503 -0.1951 0.0032
Si 6.8107 3.9744 9.7461 0.4733 -0.5849 -0.4571
Si 9.5792 1.1557 9.5378 0.6113 -0.2122 0.549
Si 6.9749 9.3885 9.7061 -0.1723 -0.5748 0.5541
Si 9.7038 6.6584 9.3646 -0.0261 0.1656 0.7025
Si 0.3785 0.1021 11.0281 -0.8453 1.3179 -0.4964
Si 2.5957 2.3869 11.3027 -1.3391 0.0428 -1.6249
Si 0.5666 5.8174 10.7973 -0.3964 -0.7913 0.3351
Si 2.8796 7.8958 10.9285 -1.1287 -0.7977 1.4482
Si 5.6352 0.0189 10.9752 -0.365 0.7838 0.3234
Si 7.9401 2.1175 10.9457 0.5262 0.2531 0.487
Si 5.7869 5.6761 10.9925 -1.1245 -1.0219 -0.8588
Si 8.1547 7.5923 10.8018 0.7514 1.3224 0.0046
Si -2.4086 3.5576 13.4846 -0.0095 0.8163 0.7998
Si 2.8446 5.994 18.498 0.4852 1.0066 -1.3289
Si 3.6162 2.9732 14.327 0.6634 -0.8103 0.9858
Si 1.4439 10.8133 16.5814 0.2714 1.772 -1.1927
Si 3.5776 -1.2696 13.1406 0.4535 -0.6954 0.7724
Si 9.6893 6.1982 12.9494 -0.2933 0.6412 -1.4942
Si -1.093 4.1183 16.1057 -0.7088 -0.776 -1.4767
Si 11.5694 8.1954 17.6494 0.2519 0.964 0.1063
Si -4.2195 -0.7156 17.5326 -1.7815 0.6626 0.4343
Si -9.0879 4.0629 16.592 0.1512 -1.3127 -0.0946
Si -0.0454 8.0936 20.5259 -0.4812 1.0852 1.3254
Si 5.9531 7.1336 18.406 1.4289 1.3074 -0.8249
Si 4.3676 0.2863 15.6759 0.4576 -0.3625 -0.478
Si 11.3815 -0.6279 13.7729 -0.2402 -0.7482 3.6076
Si 5.7587 10.1721 20.2125 0.3377 -0.7026 0.0452
Si 5.7799 4.7422 13.8715 1.1299 -0.6222 -0.596
Si 4.2912 7.2712 20.6226 1.6912 1.7597 -0.1145
Si 7.4021 6.2688 15.852 0.7211 1.5996 -0.598
Si 1.8564 5.6819 21.1328 -1.0846 1.1096 1.6489
Si -3.1557 8.1828 20.702 -0.9608 -0.4201 -0.4911
Si 9.8896 -3.0739 15.2461 -0.0565 -0.2274 -0.1087
Si 9.5667 1.5727 20.5874 0.6665 -0.611 1.2733
Si 9.7292 10.3706 18.4765 0.5394 0.2866 -1.3198
Si 10.8834 2.175 18.0545 1.9278 0.9846 0.8073
O -0.6759 0.9623 21.9901 0.1798 0.12 -1.792
N 0.7811 -1.6428 21.7533 0.9721 -1.7506 -1.0171
O 2.3212 5.1228 19.7563 1.0917 -0.5551 -2.5372
O 1.8812 4.3149 22.0658 0.3036 -0.0954 -0.1545
O -1.7655 6.6773 0.1174 -0.666 1.1837 0.4185
O 5.5402 0.1354 -1.292 -0.5347 1.8098 0.4199
O 3.7771 2.0249 -0.6992 -0.2787 -0.5556 0.3328
O 9.1367 0.286 19.7253 0.6178 0.673 0.3268
O 8.3093 2.398 21.1515 0.0309 0.4351 -0.5411
N 2.7874 7.1942 21.3615 -0.9791 -1.0619 -0.1238
O 6.6881 4.2318 22.2083 1.3099 -0.9481 0.01
O 7.295 9.6169 20.1708 -0.6535 0.2654 -0.5593
O 9.7554 13.9097 17.3123 -1.1503 0.3311 -0.6721
O -0.3211 -0.2438 12.4921 -0.7939 0.1121 -1.1503
N 0.1449 0.5134 17.6507 -0.3055 -0.4033 0.5503
O 3.2827 2.7456 12.728 -0.0599 0.3749 1.396
O 1.2037 1.4564 11.5348 2.0148 0.3072 -0.4404
O -0.1006 5.2622 12.2043 0.2076 0.459 -1.2652
O 1.5159 7.0176 11.4029 0.6279 -0.165 -0.9
O 3.6719 8.0821 12.4105 -0.4828 1.9977 0.1722
O 4.5502 4.2439 14.7517 -0.4662 -0.3392 -0.9365
O -2.3177 -5.6899 16.0926 1.0185 -1.2831 0.6138
O 4.4242 -0.328 12.1113 0.9643 -0.1122 -0.0168
O 6.9053 0.9418 11.569 -0.1207 0.6703 -0.3293
O 8.902 2.7063 12.2028 -1.2157 -0.9152 -0.6969
O 8.3026 7.6394 15.4785 -1.3418 -0.6706 0.0301
O 5.1681 5.0497 12.3674 0.8344 0.1726 1.0026
O 9.0797 7.5712 12.1641 0.8139 -1.1173 1.1203
O 6.8029 6.8759 11.2879 -0.3497 -0.493 0.4441
O -4.5651 -2.3024 17.6648 -0.6169 0.8044 0.4959
O -6.3426 1.6838 14.8685 -1.769 0.7023 -0.7118
O 6.8913 3.4876 13.916 -0.2641 0.2108 -0.4385
O 5.8607 0.032 16.2699 0.9326 -0.9378 1.1421
O -4.4165 6.2888 17.1497 0.0356 -1.4745 -0.1141
O -4.4158 6.0217 14.5616 -0.2323 0.1332 0.4193
O 1.9871 9.9618 13.208 0.5898 -0.8227 -0.5956
O 1.5837 9.2472 16.7631 -0.9986 -1.5655 0.5972
O 0.8728 0.3326 15.0783 0.1735 -0.157 -0.232
O 1.7634 -3.6473 18.3091 0.4754 -1.5841 0.5008
O 10.4658 7.4887 16.7262 0.6955 0.3834 0.0309
O 10.3539 9.1713 14.5776 1.1003 1.2239 -0.553
O 2.3189 3.3396 15.23 -0.3838 -0.5339 0.3293
N 4.3343 6.7784 18.8991 0.7238 -0.1768 1.4724
O 10.4981 6.6965 14.2288 -0.7168 -0.2016 0.7174
O 9.5632 14.1346 14.6741 -0.3689 1.0086 0.7707
O -1.5912 8.1375 20.9102 -0.2691 0.2121 -0.6496
O -0.2589 2.3903 19.6627 -0.5963 -0.3539 0.3791
O -7.9588 5.0853 17.1459 -0.3888 0.4963 0.7316
O 5.205 6.252 21.5326 -0.3219 0.5994 -0.4658
O -3.6767 8.2428 22.2169 -0.5205 -0.1152 0.0876
O 1.4237 3.0143 17.8215 -0.2505 -0.5388 -1.2078
O -2.567 -0.5214 17.5406 0.141 -0.5735 0.1336
N 0.249 6.3946 21.1016 0.8943 -0.0759 0.1033
O 8.4789 5.1477 13.0782 0.2284 0.3393 0.3525
O 5.6748 10.8752 18.7602 1.0114 -0.4487 -0.3386
O 13.9497 0.3829 16.6554 -1.4051 0.2802 0.3561
N 10.7285 -1.904 18.9721 0.2176 -0.8604 -0.727
O 4.1043 9.8653 14.703 -0.3186 -0.3423 -1.8476
O 0.3922 4.7801 16.2266 -0.6552 0.1761 -0.3201
O 4.7709 8.9074 20.5321 -0.652 -2.572 -0.3122
O 7.0455 7.0572 19.6804 -0.3464 0.5055 0.0079

Results
free energy: -38577.854 eV
free energy less fixed offsets of N -289.75, O -463.61, Si -117.95 eV per atom: -17.604 eV
pressure: -1.84 GPa
stress xx, yy, zz, yz, xz, xy (GPa, positive in tension): 2.23, 1.41, 1.88, -1.18, 1.71, -0.3
